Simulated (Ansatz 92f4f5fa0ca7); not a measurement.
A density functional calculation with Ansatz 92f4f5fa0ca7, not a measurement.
Periodic cell of 184 atoms, Si120O64, from a study of silicon, its oxide and their interface. The atomic structure is a simulated model.

Settings
functional: r2SCAN
potential files: Ansatz PAW
basis: plane waves
wave-function cutoff: 800 eV
density cutoff ratio: 5
exchange-correlation grid ratio: 1
k mesh: 1 x 1 x 1, shifted by 0.5 0.5 0 of a step
self-consistency stop: 1e-10 eV per atom in the density residual
occupations: fixed
spin: none
net charge: 0

Cell vectors (angstrom)
a 10.888 0 0
b 0 10.888 0
c 0 0 26.8605

Atoms and the computed forces on them: element, x, y, z (angstrom), force x, y, z (eV/angstrom)
Si 0.3876 -0.1376 0.0835 -0.0122 0.0226 -0.0508
Si 2.0231 3.1303 0.0791 0.0013 -0.0218 -0.0605
Si 0.1701 4.7881 0.2124 -0.0236 0.008 -0.0561
Si 1.8598 8.9987 -0.6821 0.0152 -0.0144 -0.1445
Si 5.9216 -0.0476 -0.0333 0.0042 0.0089 -0.1158
Si 7.887 3.1294 0.2646 0.0083 -0.0006 -0.0757
Si 5.6315 5.2744 0.3101 -0.0175 0.0199 -0.087
Si 8.1174 8.5157 -0.1185 0.0089 0.0079 -0.1088
Si 1.3644 1.404 1.5499 -0.0047 0.0006 0.0027
Si 3.9336 4.0344 1.3115 -0.0022 0.0014 0.0009
Si 1.0833 6.6684 1.2222 0.0051 0.0176 -0.0389
Si 4.2142 9.7908 1.2054 -0.0158 -0.0146 -0.0328
Si 6.8689 1.4398 1.4435 -0.0023 0.0003 0.008
Si 9.4739 4.0287 1.6954 0.0016 0.0007 0.004
Si 6.9584 6.8924 1.3284 0.0004 0.0024 0.0014
Si 9.6132 9.6116 1.3192 0.0001 0.0032 0.0063
Si -0.0547 2.6338 2.9445 0.0026 0.0018 -0.0013
Si 2.8264 0.0558 2.7578 -0.0043 0.0007 0.0013
Si -0.0323 8.155 2.6977 -0.0043 0.0062 0.0011
Si 2.6655 5.5092 2.635 0.0054 0.0004 0.0022
Si 5.3526 2.7196 2.722 -0.0003 -0.0004 -0.0014
Si 8.2375 0.0412 2.742 0.0006 -0.0018 -0.0024
Si 5.4629 8.2468 2.5911 -0.0006 -0.0061 0.0039
Si 8.1859 5.5729 2.8467 -0.0016 0.0003 -0.0017
Si 1.354 4.1308 4.0906 -0.0012 0.0002 -0.0007
Si 4.1092 1.3855 4.1752 0.0014 -0.0003 -0.0001
Si 1.398 9.5218 4.0239 0.0002 -0.0005 -0.0017
Si 4.0942 6.844 3.979 -0.0001 0.0003 0.0004
Si 6.7521 4.1289 4.0555 0.001 -0.0014 0.0001
Si 9.4947 1.3055 4.2486 -0.0007 0.0002 0.0011
Si 6.8093 9.5605 4.0332 -0.0005 0.0024 -0.0006
Si 9.5396 6.8867 4.1831 0.0019 -0.0011 -0.0003
Si 0.0352 -0.0527 5.4816 0.0001 0.0005 0.0006
Si 2.7109 2.7625 5.4716 0.0005 0.0002 0.0009
Si 0.0047 5.4708 5.4699 0.0013 0.0007 -0.0002
Si 2.7421 8.1634 5.3932 0.0008 -0.0001 0.0005
Si 5.4846 0.005 5.4578 -0.0001 -0.0005 -0.0002
Si 8.1114 2.7566 5.4517 0 -0.0004 0.0006
Si 5.4028 5.4792 5.4161 -0.0004 0.0007 0.0008
Si 8.1371 8.2256 5.4772 0.0005 -0.0001 -0.0001
Si 1.3605 1.3639 6.8188 -0.0004 0.0005 0.0005
Si 4.0767 4.1151 6.8214 0.0001 0.0001 0.0006
Si 1.3823 6.8223 6.7932 0.0002 -0.0001 0.0006
Si 4.0998 9.5155 6.7704 -0.0004 0 0.0002
Si 6.7984 1.3838 6.824 -0.0001 0.0005 0.0007
Si 9.5137 4.0934 6.7914 -0.0007 0 0.0008
Si 6.7815 6.817 6.7951 -0.0002 -0.0006 0.0006
Si 9.5306 9.5284 6.8506 -0.0001 0.0006 0.0005
Si -0.0222 2.7311 8.1633 0.0006 -0.0001 -0.0002
Si 2.745 -0.0195 8.1338 0.0006 0.0001 0.0003
Si 0.0117 8.1496 8.1719 0.0004 0.0004 0
Si 2.7025 5.4598 8.1713 -0.0001 0.0006 0.0002
Si 5.4295 2.7232 8.1728 0.0001 0.0004 0.0001
Si 8.1671 0.0339 8.1726 -0.0002 0 0.0003
Si 5.4251 8.1625 8.1698 0 0.0006 0.0002
Si 8.1531 5.4413 8.1408 0.0001 0.0002 0.0001
Si 1.3448 4.0922 9.5266 0.0008 0 0.0008
Si 4.0679 1.3414 9.5139 -0.0002 0.0009 0.0017
Si 1.4017 9.5065 9.5055 -0.0009 0.0006 0.0014
Si 4.0586 6.7998 9.5362 0.0012 -0.0001 0.0005
Si 6.8183 4.0683 9.5112 -0.0003 0.0003 0.0012
Si 9.5229 1.3718 9.5378 0.0002 -0.0001 0.0007
Si 6.785 9.5547 9.5045 0.0005 -0.0004 0.0015
Si 9.5277 6.7772 9.5019 -0.0002 0.0011 0.0015
Si 0.0554 0.0055 10.8193 0.0004 -0.0006 0.0011
Si 2.7028 2.6988 10.8576 0.0006 -0.0003 -0.0003
Si -0.0101 5.4442 10.9084 0.0001 0.0005 0.0012
Si 2.7136 8.1459 10.9348 -0.0003 0.0002 0.0005
Si 5.4057 -0.011 10.9048 0.0006 0.0012 0.0019
Si 8.1592 2.717 10.9132 -0.0004 0.0006 0.0006
Si 5.4182 5.3978 10.8366 0.0009 0.0009 0.0001
Si 8.1679 8.1751 10.8005 -0.0003 -0.0001 0.0012
Si 1.3477 1.3644 12.2392 -0.0001 0.0006 -0.001
Si 4.0988 3.9957 12.2162 -0.0009 0.0007 0.0014
Si 1.3602 6.7707 12.312 0.0006 0.0004 -0.0003
Si 4.0458 9.525 12.3094 0.0001 -0.0009 -0.0002
Si 6.7731 1.3444 12.2516 0.001 -0.0005 -0.0023
Si 9.5371 4.0743 12.2679 -0.0008 0.0012 -0.0027
Si 6.7485 6.8306 12.0993 0.002 -0.002 0.0008
Si 9.6178 9.4874 12.1069 -0.0004 0.0035 0.0013
Si 0.0049 2.7119 13.6596 -0.0022 0.0027 0.0056
Si 2.6602 0.0069 13.6655 0.0014 -0.0001 0.0054
Si 0.0003 8.182 13.637 0.0019 -0.0028 0.0061
Si 2.728 5.3163 13.5889 -0.0011 0.0005 0.005
Si 5.4062 2.6399 13.6917 0.0025 -0.0016 0.0069
Si 8.2359 -0.0631 13.3994 -0.0008 0 0.0028
Si 5.418 8.1034 13.5859 -0.0026 0.004 0.0056
Si 8.0878 5.487 13.4386 0.0005 -0.0014 0.0035
Si 1.6583 3.759 15.0173 0.0117 -0.0177 -0.0895
Si 3.8394 1.4632 15.0913 -0.0108 0.0236 -0.0924
Si 1.009 9.857 15.0005 -0.0224 0.0131 -0.1174
Si 4.2688 6.4796 14.8832 0.0223 -0.0144 -0.1024
Si 6.5566 4.3638 14.7904 -0.0182 0.0091 -0.0871
Si 9.6256 1.1328 14.8497 0.0172 -0.0112 -0.0846
Si 7.1386 9.2446 14.6864 0.0136 -0.0205 -0.0769
Si 9.2332 6.999 14.789 -0.0165 0.0219 -0.0834
Si -20.7829 -15.6357 21.7662 -0.0055 -0.0003 -0.1975
Si 6.0643 -10.6812 19.8645 -0.008 0.0057 -0.2301
Si -4.2366 2.9392 19.5947 0.017 -0.0055 -0.2249
Si 30.784 -4.1167 21.6087 0.0461 -0.0053 -0.1951
Si 13.2795 14.4661 20.5917 0.0043 -0.0024 -0.169
Si -6.0065 6.2267 24.3862 -0.0097 -0.0174 -0.1947
Si 8.6165 -1.8382 23.7387 0.0039 0.0102 -0.2057
Si -11.1975 11.1754 22.4867 -0.0126 0.0053 -0.2009
Si 4.4756 4.4253 22.2892 -0.0235 -0.0098 -0.1949
Si -28.1365 16.105 19.5619 0.0157 0.0456 -0.2071
Si 25.6888 -14.1213 17.6616 -0.0046 0.0225 -0.2183
Si 10.6004 -5.7356 17.0306 -0.0029 -0.0213 -0.2138
Si -6.9032 -11.5242 21.7335 0.008 0.0286 -0.2045
Si 22.4691 1.8141 24.6781 -0.0131 -0.0165 -0.1998
Si -19.0115 8.0705 23.4059 -0.0014 -0.0313 -0.2046
Si 10.7972 -25.4189 19.3341 0.0325 -0.0161 -0.236
Si -31.1698 9.3354 18.0806 0.025 -0.0304 -0.2319
Si -15.6038 32.8819 23.7999 -0.0032 0.0126 -0.2156
Si -3.0214 23.2521 21.7172 -0.0261 0.0141 -0.2016
Si 1.6345 11.5268 20.2744 0.0176 -0.0156 -0.2149
Si -14.6038 5.037 22.926 -0.0304 -0.0071 -0.1844
Si 16.3536 -11.4062 16.9698 -0.021 0.0152 -0.2185
Si 19.2471 -18.7638 17.0041 0.0253 0.0067 -0.2169
Si -1.4308 14.7416 24.8079 -0.0313 0.0095 -0.191
O 9.8641 -15.575 -10.8107 0.0369 -0.0443 0.1134
O -12.9078 1.7251 -10.6941 -0.0345 0.0413 0.1037
O -9.1809 10.7593 -8.0291 -0.0003 0.0672 0.1359
O 15.0774 7.6236 -2.8416 0.0174 -0.0048 0.0645
O -6.0188 6.065 -0.8929 0.0209 -0.0263 0.1399
O 11.94 7.1193 -6.3877 0.0188 -0.0279 0.13
O -4.005 9.5545 -0.3153 -0.0004 -0.0054 0.0532
O -4.2854 32.0038 -11.0093 -0.0401 0.0255 0.108
O 26.6088 -12.8679 -9.6363 -0.011 -0.013 0.0778
O -15.0536 15.0661 -0.2515 0.0023 -0.0037 0.0436
O -2.2094 2.7748 -1.1166 -0.026 -0.0111 0.0979
O 10.1669 5.0429 -1.1869 0.0418 0.0124 0.0967
O 2.6616 8.2757 -8.4031 -0.0197 0.0083 0.075
O 16.4318 12.649 -7.0068 0.0003 -0.0055 0.0751
O -11.8565 -0.9399 -3.5413 -0.0189 -0.0268 0.0789
O 3.1883 4.2921 -7.5213 -0.0175 -0.0207 0.0905
O 1.5933 20.3629 16.4692 0.0156 -0.0162 0.1725
O -3.6486 -11.8843 23.7375 0.0055 -0.0121 0.0631
O 3.0981 -1.9282 22.0997 -0.0174 -0.037 0.0964
O 13.8543 0.4523 21.1468 0.0272 -0.0191 0.0845
O -8.9908 6.7899 22.9289 0.0375 0.0436 0.0985
O -6.8843 5.0315 23.7047 0.0091 0.0388 0.1096
O 3.5066 6.962 16.2456 -0.0085 0.0341 0.1465
O -0.2142 13.9273 24.1449 -0.0002 0.0039 0.0722
O 14.4154 3.2424 21.7322 0.028 0.0054 0.0844
O 5.4374 5.425 15.3418 -0.0045 0.004 0.0473
O 18.3396 11.1216 20.7172 0.0411 0.0173 0.105
O -9.8571 26.3073 16.3149 -0.0409 0.0367 0.1036
O 7.7895 5.7149 21.5918 -0.0223 -0.0157 0.0864
O -11.0067 33.5028 25.7005 0.0033 -0.0425 0.0985
O -0.5506 16.9785 22.2484 -0.0148 -0.0085 0.0725
O -15.898 -6.5574 19.3382 -0.014 0.0032 0.0715
O -0.1626 -10.8419 15.3733 0.0096 -0.0074 0.0466
O -14.2273 13.4452 18.3034 -0.0656 -0.0093 0.1625
O 2.0244 -8.4769 25.4123 0.022 0.0346 0.1027
O 4.7931 -0.1431 23.0329 0.0445 0.0143 0.1151
O 4.4708 -5.2718 21.1458 0.0034 -0.0155 0.1391
O 4.427 22.4082 16.4078 0.0368 -0.0468 0.1065
O 6.2501 -11.0341 18.3132 0.0239 0.0231 0.1716
O -10.7888 -2.2569 18.5172 -0.0244 -0.0236 0.088
O -13.2544 -2.9203 22.5569 -0.0168 0.0551 0.1079
O -13.376 -6.49 23.7338 0.062 -0.0333 0.1098
O 20.5075 -17.8446 17.4065 -0.0024 -0.0001 0.0715
O 12.2975 15.5356 21.3102 -0.0171 0.0223 0.0727
O 14.22 20.0275 26.8408 0.0222 0.0189 0.0597
O 13.6365 -8.2607 15.5524 -0.0007 0 0.0458
O 1.383 29.3167 26.7119 -0.0105 -0.0213 0.0607
O -4.4805 -4.7305 23.8334 -0.0215 0.0221 0.0787
O -13.0099 -13.4177 25.2169 -0.0128 -0.0211 0.1556
O 12.4564 -19.5091 20.0999 0.0039 0.0005 0.0626
O -10.5217 -21.8112 21.0426 -0.0486 -0.0026 0.1223
O 27.7914 -6.9079 22.5007 0.0311 0.0174 0.071
O 10.9804 5.9615 18.3616 0.0082 0.0709 0.15
O -12.422 7.2322 20.0847 -0.049 -0.0105 0.1309
O -3.9921 -9.4422 23.0202 -0.0306 -0.0266 0.1129
O 8.1621 -2.7618 15.3297 0.0007 0.0014 0.0406
O -8.9097 8.915 24.5494 -0.0344 0.0367 0.1496
O 7.6906 2.8424 20.8491 0.0335 -0.0241 0.1182
O -6.3018 -4.3669 18.6079 0.014 -0.0725 0.1157
O 15.9396 -22.6421 20.5235 -0.0409 -0.0138 0.1171
O -3.5429 3.8715 16.1065 0.0373 -0.0309 0.1117
O 5.7306 11.4777 25.3175 -0.0122 -0.0037 0.1572
O -9.9661 11.8155 23.3416 0.0185 0.0377 0.1212
O -1.495 -42.2045 22.1865 0.0364 -0.0137 0.0734

Results
free energy: -113255.935 eV
free energy less fixed offsets of O -570.45, Si -639.56 eV per atom: 0.065 eV

The program warned: the cutoff lies below the one the program advises for these potential files; the forces do not sum to zero within the program's tolerance; empty levels may hold ghost states of the PAW files; the exchange-correlation potential is rough where the density is thin.
